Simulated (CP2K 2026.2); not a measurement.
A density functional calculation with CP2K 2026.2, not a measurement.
Periodic cell of 504 atoms, Si360O144, from a study of silicon, its oxide and their interface. The atomic structure is a simulated model.
Doubt: the forces sum to 3.20 eV/angstrom along one axis rather than to zero, so they err by at least 0.0064 eV/angstrom per atom on average; the grid cutoff is modest.

Settings: functional PBE; method Gaussian and plane waves; basis set DZVP-MOLOPT-SR-GTH; pseudopotentials GTH-PBE; grid cutoff 300 Ry, relative cutoff 40 Ry; k points Gamma only; occupations fixed; spin none; net charge 0.

Cell vectors (angstrom)
a	16.32	0	0
b	0	16.32	0
c	7.5325	0.8134	33.6388

Atoms and the computed forces on them: element, x, y, z (angstrom), force x, y, z (eV/angstrom)
Si	1.101	-1.167	0.176	0.215	-0.08	0.75
Si	3.883	1.549	0.074	0.165	-0.155	0.764
Si	1.669	3.768	0.122	-0.166	0.069	0.761
Si	4.283	6.591	0.233	-0.144	0.028	0.763
Si	1.16	-6.446	0.042	0.069	-0.236	0.767
Si	4.215	-4.377	0.067	-0.036	0.298	0.702
Si	7.023	-1.522	0.032	-0.239	0.11	0.752
Si	9.835	1.128	0.052	-0.163	0.142	0.711
Si	6.531	4.423	-0.114	0.259	-0.254	0.722
Si	9.856	6.582	0.065	-0.201	0.085	0.72
Si	6.445	9.719	-0.006	0.215	-0.107	0.709
Si	-7.187	-3.841	0.069	0.189	-0.066	0.749
Si	-4.298	-1.112	0.138	0.035	-0.201	0.742
Si	-1.196	0.964	0.077	-0.044	0.269	0.714
Si	-4.285	4.319	0.191	0.107	-0.082	0.718
Si	-1.537	7.068	0.008	0.24	-0.214	0.714
Si	-3.81	-7.052	0.003	-0.155	0.285	0.757
Si	-1.065	-4.223	0.001	-0.252	0.089	0.707
Si	2.714	0.006	1.4	-0.013	0.012	-0.047
Si	5.494	2.764	1.265	-0.027	0.022	-0.062
Si	2.728	5.376	1.454	0.005	-0.005	-0.065
Si	5.449	8.173	1.459	-0.02	0	-0.05
Si	2.703	-5.437	1.476	-0.017	0.005	-0.036
Si	5.403	-2.717	1.278	0.006	-0.014	-0.031
Si	8.203	0.017	1.343	0.015	-0.015	-0.066
Si	-5.433	2.713	1.435	0.011	-0.002	-0.06
Si	8.165	5.462	1.268	-0.004	-0.009	-0.048
Si	-5.389	8.186	1.367	0.022	0	-0.058
Si	8.044	10.859	1.341	-0.015	-0.002	-0.065
Si	-5.5	-2.742	1.314	-0.015	-0.001	-0.066
Si	-2.743	-0.035	1.504	-0.013	-0.008	-0.055
Si	-0.033	2.654	1.3	0.013	-0.029	-0.074
Si	-2.656	5.486	1.368	-0.004	0.031	-0.047
Si	0.033	8.218	1.31	-0.002	0.018	-0.061
Si	-2.687	-5.41	1.265	0.028	-0.005	-0.064
Si	-0.02	-2.728	1.474	0.011	-0.01	-0.038
Si	1.328	1.352	2.746	0.004	0.005	0.035
Si	4.14	4.043	2.756	0.007	-0.03	0.044
Si	1.345	6.81	2.694	0	0.014	0.01
Si	4.04	9.485	2.798	0.005	0.003	0.021
Si	1.384	-4.042	2.811	-0.002	0.003	0.031
Si	4.086	-1.373	2.698	-0.004	-0.007	-0.003
Si	6.821	1.392	2.654	-0.012	-0.005	0.005
Si	9.461	4.076	2.703	0	0.019	0.025
Si	6.874	6.818	2.726	0.005	-0.032	0.019
Si	9.499	9.534	2.662	-0.001	0.007	-0.001
Si	6.727	12.243	2.72	0.003	0.015	0.025
Si	-6.801	-1.366	2.732	-0.015	-0.011	0.048
Si	-4.056	1.397	2.804	-0.01	0.002	0.028
Si	-1.332	4.065	2.682	0.001	-0.01	-0.002
Si	-4.04	6.827	2.748	0.005	-0.002	0.036
Si	-1.347	-6.764	2.697	0.005	0.006	0.028
Si	-4.092	-4.092	2.64	0.015	0.009	0.012
Si	-1.406	-1.416	2.828	0.007	0.006	0.025
Si	-0.011	-0.016	4.117	0.01	0.012	-0.014
Si	2.728	2.702	4.09	-0.01	0.008	-0.017
Si	0.001	5.44	4.055	-0.007	-0.002	0
Si	2.69	8.121	4.117	-0.001	0.004	0.014
Si	0	-5.436	4.103	-0.014	-0.017	-0.018
Si	2.75	-2.687	4.128	-0.006	-0.004	0.001
Si	5.455	0.013	4.025	0.003	0.009	-0.01
Si	8.14	2.72	4.082	0.009	0.012	0.004
Si	5.483	5.448	4.078	-0.009	0.012	-0.01
Si	8.202	8.175	4.085	-0.014	0	0.009
Si	5.404	10.885	4.11	0.006	0.017	-0.015
Si	8.134	-2.726	4.068	-0.004	-0.007	-0.017
Si	-5.44	-0.005	4.099	0.007	-0.014	-0.016
Si	-2.687	2.758	4.109	0.006	-0.003	0.015
Si	-5.449	5.442	4.048	0.006	-0.005	-0.018
Si	-2.694	8.194	4.088	0.007	0.006	-0.007
Si	-5.448	-5.437	4.024	0.001	-0.001	-0.004
Si	-2.781	-2.775	4.112	0	-0.016	0.011
Si	1.388	-1.339	16.321	0.002	0.025	-0.002
Si	4.069	1.361	16.299	-0.006	0.002	-0.014
Si	1.37	4.085	16.297	0	0	-0.021
Si	4.091	6.796	16.328	0.002	0.013	-0.007
Si	1.366	-6.801	16.279	0.002	0.008	-0.01
Si	4.11	-4.074	16.328	-0.006	0.017	-0.009
Si	6.836	-1.378	16.323	-0.002	0.004	-0.013
Si	-6.803	1.348	16.373	0.006	-0.009	0.002
Si	6.818	4.079	16.353	0.01	0.005	-0.005
Si	-6.818	6.797	16.316	0.006	-0.005	-0.016
Si	6.78	9.522	16.336	0	-0.014	-0.004
Si	-6.832	-4.067	16.343	-0.007	-0.003	-0.008
Si	-4.09	-1.328	16.321	0.009	-0.007	-0.016
Si	-1.369	1.369	16.297	0.001	0.005	-0.016
Si	-4.082	4.061	16.304	-0.005	-0.001	-0.013
Si	-1.377	6.782	16.296	-0.012	-0.01	-0.011
Si	-4.104	9.493	16.315	0.014	-0.014	-0.015
Si	-1.368	-4.084	16.278	0.006	-0.014	-0.011
Si	2.753	0.017	17.708	-0.007	-0.01	0.026
Si	5.411	2.716	17.659	0.012	-0.021	-0.015
Si	2.723	5.436	17.676	-0.02	-0.009	0.004
Si	5.444	8.145	17.708	-0.021	0.003	0.018
Si	2.713	-5.433	17.636	0.012	-0.012	0.003
Si	5.499	-2.728	17.698	0.002	-0.005	-0.011
Si	8.165	-0.043	17.735	0.019	-0.003	0.015
Si	-5.399	2.701	17.706	0.012	0.018	-0.009
Si	8.192	5.441	17.717	-0.013	-0.006	0.001
Si	-5.478	8.144	17.693	0.015	0	0.007
Si	8.118	10.888	17.709	-0.004	0.015	-0.013
Si	-5.476	-2.664	17.667	0	0.019	0.01
Si	-2.741	0.05	17.683	-0.003	0.021	-0.001
Si	0.019	2.71	17.63	-0.009	-0.012	-0.01
Si	-2.767	5.448	17.66	0.022	0.003	-0.005
Si	0.029	-8.198	17.614	0.005	0.004	-0.013
Si	-2.716	-5.467	17.623	-0.012	-0.003	-0.014
Si	-0.012	-2.707	17.613	-0.008	-0.021	-0.008
Si	1.385	1.413	19.045	-0.012	0.015	-0.043
Si	4.085	4.088	19.034	-0.004	0.002	-0.001
Si	1.361	6.791	19.033	-0.019	0.023	-0.003
Si	4.029	-6.805	19.016	0.016	-0.02	-0.04
Si	1.343	-4.056	18.96	-0.002	-0.018	-0.021
Si	4.161	-1.36	19.044	-0.005	0.036	-0.041
Si	6.713	1.309	19.003	-0.028	-0.031	-0.022
Si	-6.719	4.085	19.054	0.012	0.025	-0.025
Si	6.825	6.79	19.087	-0.001	0.009	-0.039
Si	-6.854	9.51	19.041	-0.006	-0.022	-0.007
Si	6.809	-4.077	19.134	-0.011	0.015	0.009
Si	9.554	-1.344	19.171	0.018	0.001	-0.032
Si	-4.08	1.36	19.139	-0.01	-0.014	-0.004
Si	-1.367	4.071	18.934	-0.008	0.01	-0.034
Si	-4.15	6.767	19.068	-0.008	-0.034	-0.029
Si	-1.343	-6.866	18.937	-0.002	-0.003	-0.045
Si	-4.097	-4.07	18.909	0.009	-0.003	-0.023
Si	-1.34	-1.316	18.955	0.017	-0.004	-0.012
Si	0.031	-0.029	20.348	0.012	-0.002	0.061
Si	2.737	2.81	20.443	-0.027	-0.019	0.043
Si	-0.059	5.432	20.307	-0.015	0.016	0.042
Si	2.689	8.146	20.421	-0.005	0.006	0.043
Si	0.007	-5.49	20.253	0.005	0.001	0.017
Si	2.736	-2.713	20.303	-0.009	0.003	0.063
Si	5.442	-0.012	20.522	0.007	0.014	0.038
Si	8.131	2.686	20.203	0.014	-0.01	0.014
Si	5.411	5.419	20.422	-0.012	0.018	0.046
Si	8.16	8.188	20.482	0	0.009	0.058
Si	5.356	-5.438	20.403	-0.026	-0.002	0.065
Si	8.221	-2.782	20.542	0.028	-0.002	0.049
Si	-5.422	0.07	20.62	-0.006	-0.031	0.049
Si	-2.654	2.753	20.382	-0.024	0.013	0.045
Si	-5.416	5.399	20.569	0.033	0.006	0.037
Si	-2.725	-8.181	20.314	0.006	-0.018	0.009
Si	-5.482	-5.401	20.28	0.003	0.03	0.06
Si	-2.74	-2.667	20.211	-0.012	-0.006	0.024
Si	1.675	-1.113	21.62	-0.166	-0.054	-0.734
Si	3.815	1.194	21.765	0.165	0.116	-0.65
Si	1.093	3.974	21.715	0.314	0.275	-0.539
Si	4.313	7.042	21.709	-0.106	-0.115	-0.692
Si	1.47	-6.617	21.696	-0.216	-0.267	-0.658
Si	3.691	-4.345	21.673	0.286	0.154	-0.721
Si	7.103	-1.155	21.797	-0.253	-0.16	-0.688
Si	-7.171	1.275	21.746	0.366	0.074	-0.656
Si	7.041	4.201	21.584	-0.374	-0.211	-0.609
Si	-7.085	6.55	21.812	0.406	0.335	-0.621
Si	6.492	-7.006	21.703	0.152	0.078	-0.676
Si	9.883	-3.934	21.836	-0.337	-0.109	-0.665
Si	-4.224	-1.667	21.717	0.066	0.298	-0.682
Si	-1.034	1.599	21.616	-0.3	-0.242	-0.633
Si	-3.732	4.255	21.828	-0.234	-0.112	-0.617
Si	-1.615	6.557	21.629	0.044	0.151	-0.686
Si	-3.835	-6.487	21.453	-0.258	-0.341	-0.617
Si	-1.548	-4.239	21.414	0.209	0.196	-0.633
Si	4.091	-4.356	24.643	-0.051	0.01	-0.117
Si	-5.911	-0.026	-4.971	0.05	-0.042	-0.097
Si	-6.71	2.092	-2.881	0.072	-0.043	0.122
Si	-2.908	-4.076	25.756	0.032	0.017	-0.059
Si	5.116	-0.372	-2.065	0.025	0.031	0.136
Si	-0.097	0.305	-4.897	0.148	0.142	0.022
Si	-3.683	-1.967	-4.796	-0.153	0.02	0.092
Si	1.283	2.212	25.891	-0.113	-0.02	-0.038
Si	-3.941	3.607	-2.708	-0.036	-0.037	0.088
Si	-1.675	7.706	-5.01	-0.062	-0.117	-0.107
Si	2.611	8.09	-2.012	-0.069	0.04	0.097
Si	6.483	1.448	25.78	0.06	0.045	-0.032
Si	2.254	2.501	-4.825	-0.039	-0.058	-0.009
Si	-4.329	0.45	25.921	-0.165	-0.019	-0.002
Si	4.258	0.249	-4.772	-0.038	-0.027	0.036
Si	4.677	-7.992	-4.318	0.07	-0.06	-0.015
Si	-0.025	-2.661	23.713	-0.084	-0.013	-0.108
Si	3.99	2.61	24.548	-0.119	0.018	-0.049
Si	-0.033	6.645	-2.76	-0.077	0.053	0.115
Si	7.011	-1.301	24.753	0.003	-0.021	-0.035
Si	-5.326	6.325	-6.903	-0.001	0.022	-0.019
Si	5.824	5.603	-5.254	0.149	0.06	-0.126
Si	-2.798	-5.94	-5.297	-0.064	-0.031	0.007
Si	0.713	3.936	-2.722	0.01	-0.02	0.028
Si	-3.203	-6.417	24.124	-0.05	-0.09	0.076
Si	-0.507	-7.781	23.75	0.043	-0.09	-0.04
Si	-4.294	-5.538	-2.673	0.052	-0.009	0.024
Si	3.832	5.831	24.552	0.138	-0.011	-0.014
Si	3.482	4.304	-6.94	-0.012	-0.053	0.073
Si	-6.599	-1.805	26.011	-0.005	-0.05	0
Si	-7.066	6.961	-2.914	-0.005	-0.016	0.082
Si	-8.069	3.119	23.967	-0.142	0.011	-0.124
Si	6.768	-6.029	24.613	0.06	-0.102	-0.14
Si	-5.105	-6.832	-7.243	0.066	-0.013	-0.045
Si	6.373	7.349	25.828	0.012	0.062	-0.059
Si	-2.408	-3.431	-6.932	-0.054	0.037	-0.052
Si	-4.084	2.99	24.746	0.055	-0.01	-0.171
Si	-1.29	2.107	24.446	0.12	-0.025	0.028
Si	1.909	-1.931	-4.674	0.078	0.02	-0.045
Si	-1.599	1.813	-2.78	0.001	0.022	0.083
Si	2.838	-2.612	-1.984	0.031	-0.005	0.084
Si	-7.034	-4.793	-2.877	0.048	0.001	0.094
Si	0.169	-4.093	26.315	-0.03	0.06	-0.049
Si	-2.633	-1.384	24.483	0.012	-0.208	-0.132
Si	-4.274	6.332	-4.182	-0.103	-0.059	0.023
Si	4.207	-6.954	-7.134	0.049	0.043	-0.049
Si	7.241	-7.066	-2.991	-0.019	-0.1	0.158
Si	-6.493	-2.907	-5.008	0.094	0.037	-0.033
Si	7.609	4.254	-3.108	-0.115	0.129	0.173
Si	0.284	4.534	24.525	0.129	0.007	-0.072
Si	-0.617	6.934	26.268	-0.158	-0.047	0.002
Si	-2.938	-2.885	-2.041	0.051	-0.055	0.051
Si	-6.807	-4.751	24.884	0.028	0.081	-0.07
Si	-7.229	6.054	24.754	-0.07	0.013	-0.146
Si	1.366	-1.35	5.473	-0.004	0	0.01
Si	4.089	1.339	5.43	-0.001	-0.01	0.001
Si	1.374	4.091	5.427	0.006	0.001	0.006
Si	4.092	6.782	5.441	0.01	-0.013	0.018
Si	1.346	9.509	5.459	0.001	0.007	0.006
Si	4.076	12.247	5.48	-0.004	-0.002	0.013
Si	6.796	-1.345	5.421	-0.011	-0.005	0.003
Si	9.511	1.361	5.436	-0.004	0.009	0.01
Si	6.804	4.08	5.452	0.001	-0.002	0.01
Si	9.542	6.803	5.439	0.009	-0.003	0.009
Si	6.806	9.525	5.429	-0.003	-0.011	0.014
Si	9.517	12.237	5.411	0.001	0.002	0.004
Si	-4.099	-1.373	5.46	-0.003	0.004	0.013
Si	-1.353	1.368	5.46	-0.004	-0.004	0.017
Si	-4.087	4.099	5.434	-0.005	0.009	0.014
Si	-1.355	6.8	5.431	0.005	0.003	0.013
Si	-4.089	-6.784	5.421	-0.003	0.006	0.007
Si	-1.38	-4.1	5.459	0.006	0.01	0.009
Si	2.733	0.004	6.819	-0.003	-0.006	0
Si	5.437	2.713	6.795	-0.002	0.01	-0.001
Si	2.73	5.433	6.805	0.004	0.005	0.004
Si	5.446	8.16	6.791	-0.006	0.002	-0.001
Si	2.708	10.875	6.814	-0.002	0.003	0.01
Si	5.449	-2.704	6.806	-0.009	0	0.002
Si	8.153	0.003	6.797	0.005	-0.004	-0.002
Si	10.879	2.723	6.789	0.003	-0.002	0
Si	8.172	5.443	6.797	-0.001	-0.004	0
Si	10.891	8.167	6.795	0.004	-0.001	0.004
Si	8.167	10.88	6.79	0	0.002	-0.002
Si	10.858	-2.73	6.805	0.003	0.004	0
Si	-2.724	-0.003	6.802	0.005	-0.002	0.004
Si	0.014	2.732	6.801	0.004	-0.005	-0.004
Si	-2.726	5.454	6.796	-0.006	0.006	0.002
Si	-0.006	8.148	6.814	-0.001	-0.001	0.003
Si	-2.738	-5.449	6.815	0.001	-0.002	-0.001
Si	-0.01	-2.725	6.802	0.001	-0.003	0.004
Si	1.369	1.37	8.166	0.011	0.008	0.002
Si	4.084	4.07	8.163	-0.012	-0.007	0.002
Si	1.367	6.796	8.164	-0.001	0.004	-0.005
Si	4.083	9.516	8.158	0.003	0.006	-0.005
Si	1.348	-4.083	8.168	-0.011	-0.007	-0.001
Si	4.085	-1.36	8.174	-0.004	0	0.002
Si	6.797	1.361	8.16	-0.007	-0.003	-0.007
Si	9.525	4.082	8.157	0.001	0.004	-0.004
Si	6.804	6.798	8.154	0	0	-0.008
Si	9.522	9.519	8.155	0.002	-0.001	-0.008
Si	6.81	-4.076	8.155	0.005	0.011	-0.006
Si	9.508	-1.36	8.16	-0.002	-0.008	0.003
Si	-4.088	1.359	8.153	0	-0.002	-0.003
Si	-1.362	4.086	8.152	0.003	-0.002	-0.009
Si	-4.077	6.81	8.164	0.004	0.006	0.004
Si	-1.372	-6.809	8.168	-0.01	-0.005	-0.001
Si	-4.091	-4.08	8.167	0.006	-0.004	-0.003
Si	-1.362	-1.36	8.162	0.008	0.002	-0.003
Si	0.003	0.001	9.516	-0.004	0	-0.004
Si	2.728	2.72	9.53	-0.002	0.005	0.003
Si	0.001	5.439	9.519	0.004	0.004	0
Si	2.724	8.159	9.522	0.001	-0.002	-0.001
Si	-0.011	-5.444	9.525	-0.004	0	-0.004
Si	2.717	-2.723	9.521	-0.001	-0.005	-0.002
Si	5.444	0.003	9.529	-0.004	-0.002	0.002
Si	8.161	2.722	9.515	0.004	0.003	0
Si	5.445	5.437	9.515	-0.004	-0.006	-0.003
Si	8.162	8.156	9.514	-0.004	0.004	-0.001
Si	5.444	-5.439	9.511	0	-0.001	-0.005
Si	8.158	-2.718	9.525	0	-0.002	-0.001
Si	-5.445	-0.001	9.517	-0.003	0.001	-0.003
Si	-2.724	2.721	9.508	-0.002	-0.005	-0.002
Si	-5.441	5.445	9.517	0.011	0	0
Si	-2.725	8.161	9.534	0.009	0	0.004
Si	-5.447	-5.442	9.524	0	0.001	0.001
Si	-2.724	-2.719	9.521	0.002	0.006	-0.001
Si	1.362	-1.358	10.881	0.003	0.002	0
Si	4.087	1.361	10.891	-0.006	0.003	0.002
Si	1.364	4.081	10.879	0	-0.011	0.001
Si	4.084	6.797	10.877	-0.003	0.006	0
Si	1.359	9.52	10.879	-0.006	0.003	-0.002
Si	4.081	-4.083	10.873	-0.002	0.004	-0.001
Si	6.802	-1.358	10.886	0	-0.003	0.002
Si	9.516	1.36	10.877	0.003	-0.006	0.002
Si	6.804	4.08	10.88	-0.006	0.003	0.002
Si	9.516	6.798	10.883	0	-0.002	0
Si	6.802	9.517	10.871	0.006	0.001	-0.002
Si	9.517	-4.079	10.882	0	0.003	0
Si	-4.083	-1.36	10.879	0.007	-0.005	0.001
Si	-1.367	1.358	10.868	0.01	0.006	0
Si	-4.084	4.079	10.871	0.004	0.007	-0.002
Si	-1.359	6.798	10.88	-0.008	-0.002	0.001
Si	-4.09	9.521	10.889	0.005	0.001	0.001
Si	-1.367	-4.08	10.886	-0.003	-0.007	-0.002
Si	2.725	-0.003	12.245	-0.002	0.002	0.008
Si	5.452	2.719	12.247	0.001	-0.001	0.003
Si	2.726	5.438	12.24	-0.007	0.002	0.008
Si	5.445	8.157	12.234	-0.001	0.002	-0.001
Si	2.723	10.881	12.236	0.006	-0.002	-0.002
Si	5.439	-2.722	12.234	-0.004	-0.001	0.003
Si	8.161	0.003	12.246	0.003	-0.002	0.004
Si	10.874	2.723	12.234	0.006	0.003	-0.005
Si	8.158	5.437	12.247	-0.004	-0.003	0
Si	10.87	8.159	12.248	0.01	0.005	0.009
Si	8.158	10.875	12.234	-0.001	0.004	-0.002
Si	10.877	-2.718	12.241	-0.001	-0.004	0.001
Si	-2.723	0.002	12.238	-0.003	0.001	0.002
Si	-0.002	2.715	12.222	-0.005	0.003	0
Si	-2.726	5.439	12.23	0.014	-0.006	0.001
Si	0.001	8.158	12.238	0	-0.001	0.002
Si	-2.734	-5.434	12.246	-0.002	0	0.002
Si	0.001	-2.719	12.24	-0.003	-0.001	-0.002
Si	1.352	1.36	13.588	-0.004	0.009	0.002
Si	4.094	4.082	13.601	0.002	-0.006	0.004
Si	1.363	6.799	13.596	-0.005	-0.001	0.011
Si	4.085	9.519	13.589	0	-0.001	0.002
Si	1.374	-4.071	13.598	-0.003	-0.005	0.007
Si	4.095	-1.358	13.603	-0.006	-0.001	0.007
Si	6.809	1.36	13.616	0.004	-0.002	0.004
Si	9.512	4.069	13.607	0.006	0.004	-0.001
Si	6.798	6.801	13.606	-0.004	0.006	0.003
Si	9.51	9.524	13.608	-0.011	0.008	0.008
Si	6.796	-4.087	13.587	0.005	-0.007	0.002
Si	9.523	-1.356	13.602	0.001	-0.008	0.003
Si	-4.088	1.364	13.592	0.004	0.011	0.003
Si	-1.358	4.078	13.575	-0.004	-0.003	-0.006
Si	-4.091	6.787	13.596	0.012	-0.012	0.003
Si	-1.37	9.517	13.589	-0.004	0.009	-0.002
Si	-4.098	-4.078	13.612	0.004	0.001	0.004
Si	-1.361	-1.36	13.597	0.008	-0.003	0.005
Si	0.002	-0.002	14.957	-0.015	0.004	-0.001
Si	2.719	2.72	14.937	-0.013	-0.004	-0.005
Si	-0.006	5.431	14.941	0	-0.003	-0.002
Si	2.738	8.152	14.948	-0.003	0.01	0.001
Si	0.001	-5.441	14.93	-0.007	-0.003	-0.007
Si	2.741	-2.712	14.968	0.012	-0.005	0.004
Si	5.457	-0.006	14.975	0.004	-0.007	0
Si	8.168	2.71	14.992	-0.001	0.003	-0.006
Si	5.454	5.433	14.976	-0.003	-0.004	0.005
Si	8.147	8.168	14.969	0.001	-0.002	0.001
Si	5.441	10.878	14.954	-0.008	0	0.002
Si	8.158	-2.733	14.94	0	0.011	-0.001
Si	-5.451	0.019	14.965	0.003	0	0.004
Si	-2.717	2.727	14.933	0.008	0.002	-0.006
Si	-5.453	5.429	14.962	0.004	0.002	-0.002
Si	-2.732	8.152	14.946	0	0.006	-0.002
Si	-5.463	-5.436	14.982	0.004	0.004	0.003
Si	-2.738	-2.705	14.957	-0.002	-0.005	-0.008
O	5.328	-5.473	-0.424	0.04	0.141	-0.461
O	6.487	-0.82	-1.343	0.347	0.008	-0.296
O	4.083	-1.599	-2.004	0.139	-0.056	0.108
O	6.289	0.13	24.871	-0.363	0.273	-0.566
O	0.239	2.59	21.864	0.416	-0.007	0.07
O	1.26	4.692	23.209	0.405	0.436	0.128
O	-7.739	-1.133	25.083	0.252	0.445	-0.411
O	2.578	-5.48	22.046	0.027	0.275	0.364
O	-2.703	5.476	22.222	-0.136	0.035	0.461
O	-7.031	2.223	23.081	0.427	-0.066	0.271
O	-2.775	-5.266	21.709	0.046	-0.005	-0.142
O	-6.765	-4.599	-1.3	0.404	-0.145	-0.046
O	-5.357	-2.753	22.165	-0.212	0.247	0.108
O	1.029	1.463	-4.97	-0.02	0.02	-0.115
O	-2.844	-2.072	-6.172	0.414	0.71	-0.17
O	-4.99	1.673	25.069	-0.697	0.076	-0.42
O	-6.486	0.712	-3.669	-0.219	-0.22	0.309
O	1.043	3.808	25.764	0.412	0.294	0.66
O	-0.007	-0.084	-0.344	0.149	-0.116	-0.62
O	4.35	1.946	23.111	0.417	-0.116	-0.076
O	2.76	2.65	-0.374	-0.144	-0.176	-0.384
O	-5.391	5.408	-0.351	-0.081	0.032	-0.456
O	-2.705	8.133	-0.374	-0.165	0.295	-0.335
O	4.488	0.902	-1.292	0.216	0.046	-0.443
O	-8.097	8.065	-3.497	-0.077	-0.04	-0.313
O	-1.567	1.204	23.121	-0.225	-0.491	0.079
O	1.651	-1.927	-1.145	-0.216	-0.163	0.083
O	3.675	6.408	23.055	-0.363	-0.06	0.049
O	7.7	6.557	25.381	-0.017	-0.058	0.192
O	6.452	-2.344	25.843	0.269	-0.415	0.255
O	-3.108	-5.864	-3.712	0.382	-0.342	0.05
O	0.836	-7.13	23.123	0.18	-0.106	0.425
O	1.148	4.448	-1.255	-0.031	0.393	-0.123
O	1.48	7.036	-2.414	-0.029	-0.481	-0.221
O	-3.402	-1.335	23.073	0.041	0.097	0.074
O	5.322	6.849	-4.361	0.102	-0.106	0.283
O	-5.888	-5.877	25.596	-0.077	-0.587	0.013
O	3.985	-7.703	-5.747	-0.446	-0.12	0.018
O	-6.37	-3.309	25.474	0.39	0.037	0.127
O	-6.609	-6.294	-7.011	-0.42	-0.437	0.234
O	2.523	6.286	25.398	-0.395	-0.061	-0.039
O	-0.839	7.211	22.898	0.075	-0.394	0.182
O	-3.578	-7.045	25.574	0.108	-0.624	0.226
O	-0.867	-3.678	22.783	-0.124	-0.389	0.326
O	5.126	6.505	25.245	-0.17	-0.074	-0.173
O	8.149	0.052	22.176	-0.086	0.085	0.075
O	2.59	1.915	24.989	-0.005	-0.478	-0.314
O	-0.05	5.17	-3.423	-0.259	-0.031	-0.839
O	-1.735	-7.115	-5.598	0.704	0.14	-0.431
O	-2.936	-0.019	25.251	0.239	0.264	-0.094
O	-2.624	2.503	25.249	0.22	0.149	0.346
O	-7.66	5.476	-3.092	0.064	-0.305	0
O	-0.938	6.588	-1.423	-0.231	-0.31	0.137
O	-6.925	7.272	-1.332	-0.055	0.594	0.043
O	-7.044	1.791	-1.325	-0.339	0.105	0.006
O	-3.261	-4.81	24.35	-0.074	0.324	-0.409
O	-5.038	7.883	-7.208	-0.125	0.185	0.078
O	5.369	5.538	-0.384	-0.25	-0.227	-0.212
O	4.886	-5.517	-6.779	-0.043	0.336	0.475
O	-4.487	4.237	25.644	0.092	0.216	-0.073
O	-3.637	3.616	-1.123	0.632	-0.477	0.016
O	1.139	-1.894	22.934	0.238	-0.089	0.161
O	6.858	6.048	-6.438	-0.021	0.093	-0.153
O	-4.034	-4.069	-2.042	-0.242	0.191	0.137
O	-3.084	7.41	-4.266	-0.029	0.351	0.141
O	-0.552	7.684	-3.861	0.182	0.496	0.073
O	-1.72	-6.751	23.611	0.195	0.176	-0.087
O	3.911	4.224	24.471	0.288	-0.033	0.063
O	-5.626	7.046	-3.648	0.104	0.699	-0.037
O	-0.521	5.744	25.19	-0.287	0.056	-0.032
O	-1.05	-1.559	24.29	0.162	0.267	0.206
O	-6.809	6.872	23.402	0.247	0.469	0.236
O	0.537	-1.111	-4.456	-0.381	-0.185	-0.045
O	6.725	-1.83	23.246	-0.15	-0.319	0.156
O	-2.142	-4.563	-5.814	0.627	-0.029	0.371
O	3.471	-7.789	-3.282	-0.372	0.37	-0.029
O	3.627	7.378	-1.006	0.162	0.253	-0.209
O	-1.584	-3.463	-1.359	0.336	0.002	-0.471
O	6.921	-7.284	-1.41	0.416	-0.493	0.076
O	-0.773	0.191	-6.347	-0.449	0.035	-0.04
O	4.876	0.133	-6.242	0.29	0.006	-0.147
O	7.052	-6.254	23.032	0.422	0.338	-0.101
O	-3.521	-1.667	-1.17	0.092	0.256	-0.286
O	-5.975	0.974	-6.228	0.146	0.217	0.146
O	-6.802	-1.344	-5.279	-0.543	0.14	-0.212
O	-4.146	3.441	23.189	-0.304	0.088	-0.194
O	-7.07	-3.812	-6.19	-0.283	0.185	0.029
O	5.423	8.158	22.183	-0.026	-0.075	0.161
O	-5.399	3.016	-3.011	0.116	0.064	0.025
O	2.715	0.036	22.16	-0.141	-0.045	0.245
O	3.628	1.713	-4.544	0.237	0.236	0.132
O	-2.723	-2.32	-3.541	0.678	-0.105	-0.217
O	1.801	-2.736	-6.062	-0.129	-0.547	0.093
O	-1.243	0.646	-3.821	-0.076	-0.582	-0.148
O	-3.838	5.118	-3.234	0.328	0.103	0.063
O	-7.17	-3.365	-3.615	-0.304	0.488	-0.007
O	3.97	-3.117	25.682	-0.688	0.466	0.097
O	0.053	-5.336	-0.453	0.208	-0.19	-0.523
O	-4.175	-6.245	-6.069	-0.154	0.515	0.153
O	-0.442	-8.069	25.335	0.234	0.31	0.214
O	-4.366	-6.577	-1.446	-0.353	-0.147	-0.159
O	-4.879	-3.073	-4.879	0.081	-0.655	0.174
O	2.947	-5.452	24.968	-0.134	-0.459	-0.625
O	-4.38	-0.507	-4.686	0.246	0.574	0.263
O	8.012	-5.222	25.239	-0.205	0.455	0.34
O	-5.727	-5.58	-3.426	-0.052	-0.462	-0.605
O	8.059	5.434	21.883	0.068	-0.091	-0.239
O	-1.992	1.255	-1.316	-0.802	-0.307	-0.008
O	7.018	4.014	-1.613	-0.09	-0.198	-0.125
O	1.909	-6.958	-1.31	-0.088	0.459	-0.378
O	-0.072	1.49	25.333	0.04	-0.389	0.068
O	-5.366	0.014	-0.389	0.25	-0.19	-0.231
O	-7.951	2.893	-3.522	-0.288	-0.095	-0.777
O	-1.408	-4.385	26.237	0.074	-0.108	0.358
O	2.403	3.379	-6.167	-0.089	0.126	-0.211
O	5.363	0.004	-3.616	0.413	0.064	-0.434
O	-7.305	4.463	24.428	0.217	-0.056	-0.001
O	-1.329	6.665	-6.202	0.128	-0.423	0.231
O	4.073	-3.76	23.144	0.259	0.358	0.138
O	-5.336	-0.809	25.906	-0.089	-0.198	-0.308
O	7.747	2.314	25.263	0.263	0.193	0.233
O	7.958	-5.637	-3.172	-0.18	0.444	-0.32
O	3.377	-3.952	-1.271	-0.24	-0.277	-0.393
O	-3.161	-2.528	25.492	-0.479	-0.012	0.476
O	0.666	-3.498	24.897	0.583	0.07	-0.25
O	6.478	-7.474	25.252	-0.284	0.195	-0.27
O	8.097	-2.668	-0.415	-0.019	0.089	-0.297
O	6.493	4.547	-4.232	-0.237	-0.572	0.146
O	-0.278	2.696	-2.554	0.108	-0.31	0.288
O	-4.246	-6.92	22.99	-0.576	-0.247	0.193
O	5.496	-5.097	24.873	-0.095	-0.11	0.019
O	-2.814	2.678	-3.389	-0.103	-0.133	-0.456
O	-4.439	5.767	-5.688	0.083	-0.667	-0.306
O	-0.862	3.577	23.937	-0.467	0.145	-0.528
O	5.899	-7.021	-3.89	0.044	0.514	-0.283
O	6.926	3.483	23.066	-0.617	-0.333	0.332
O	-6.709	-4.679	23.262	-0.015	-0.466	0.048
O	4.516	4.946	-5.905	-0.337	-0.12	0.378
O	2.241	-2.936	-3.451	-0.286	-0.484	-0.173
O	5.121	2.29	25.65	-0.073	0.126	0.503
O	-6.086	6.268	25.876	0.202	0.241	0.217
O	3.101	-0.857	-4.694	0.153	0.138	0.252
O	1.992	3.49	-3.581	0.487	0.137	0.238
O	-6.852	6.101	-6.42	-0.147	-0.102	0.411

Results
total energy: -101656.982 eV
total energy less fixed offsets of O -438.25, Si -107.07 eV per atom: -3.782 eV
